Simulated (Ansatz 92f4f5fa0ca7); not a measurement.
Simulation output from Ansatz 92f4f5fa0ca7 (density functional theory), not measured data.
Periodic cell of 150 atoms, Si82O68, from a study of silicon, its oxide and their interface. The atomic structure is a simulated model.

Settings: functional r2SCAN; potential files Ansatz norm-conserving; basis plane waves; wave-function cutoff 1300 eV; density cutoff ratio 4; exchange-correlation grid ratio 1; k mesh 2 x 2 x 1, shifted by 0.5 0.5 0.5 of a step; self-consistency stop 5e-10 eV per atom in the density residual; occupations Fermi-Dirac, 0.05 eV; spin none; net charge 0.

Cell vectors (angstrom)
a, 10.8589, -0.0487, 0.0518
b, -0.0487, 10.9187, -0.046
c, 0.1015, -0.0901, 21.7229

Atoms and the computed forces on them: element, x, y, z (angstrom), force x, y, z (eV/angstrom)
Si, 0.0301, 0.0588, 0.1035, -1.2952, 0.3425, -0.8666
Si, 2.4308, 2.9397, 0.3266, 1.0529, -0.8293, -1.073
Si, 10.3249, 5.7832, 21.5626, -0.6622, 0.4827, 0.0237
Si, 3.2154, 7.6376, 21.5904, -1.3008, -0.5586, -0.9013
Si, 5.856, 10.4351, 21.562, 0.0177, 0.4262, -0.178
Si, 7.4545, 3.1724, 0.0576, -0.6049, -0.8399, -0.6759
Si, 5.7451, 5.5538, 21.3079, -1.0246, 0.1918, 0.1221
Si, 8.0252, 8.1932, 0.1834, 0.2283, 0.6573, -1.0891
Si, 1.302, 1.3309, 1.479, -0.0205, 0.4122, 1.3044
Si, 4.0568, 4.0359, 1.5458, -0.5741, -0.093, -0.0818
Si, 1.2521, 6.7364, 1.1222, 0.0704, 0.2754, -0.0854
Si, 4.0251, 9.4103, 1.2053, 0.7965, 0.6324, 0.1127
Si, 6.8194, 1.296, 1.3275, -0.6152, -0.3101, 0.0075
Si, 9.2241, 4.1503, 1.2545, 0.5674, 0.5425, 0.424
Si, 6.7134, 6.7974, 1.4179, -0.4441, -0.4615, 0.0277
Si, 9.4718, 9.5518, 1.4206, -0.0686, 0.0697, 0.1342
Si, 2.7168, 10.8838, 2.7128, -0.3074, -0.6488, -0.1853
Si, 10.7269, 2.6753, 2.797, -0.2871, 0.4012, -1.6486
Si, 2.5734, 5.3962, 2.6793, -0.1173, 0.5366, -0.445
Si, -0.0231, 8.1688, 2.6137, 0.2108, -0.1588, -0.4126
Si, 8.1314, 0.0442, 2.8143, 0.1115, -0.245, -0.2811
Si, 5.3384, 2.5449, 2.765, 0.5192, -0.2531, 0.2065
Si, 8.0725, 5.4875, 2.8204, -0.4371, -0.6001, -0.6424
Si, 5.2802, 8.1137, 2.7456, 0.4434, 0.8583, -0.5531
Si, 4.0179, 1.2626, 4.3065, 0.4214, 0.3466, -0.8796
Si, 1.2677, 4.0412, 3.9879, -0.0889, 0.0147, 0.6126
Si, 3.8991, 6.8243, 4.0246, -0.5483, -0.4684, 0.9625
Si, 1.2865, 9.4593, 4.0469, 0.7039, 0.2893, -0.6499
Si, 9.4952, 1.361, 4.1614, -0.3873, -0.876, 0.9437
Si, 6.7012, 4.0338, 4.07, -0.4204, 0.0696, 0.2229
Si, 9.4412, 6.8699, 4.044, 0.4517, 0.0342, 0.7804
Si, 6.5966, 9.6345, 4.0848, 0.4904, -0.6176, 0.2202
Si, 0.0077, 10.8067, 5.3685, -0.6202, 0.7602, 0.4413
Si, 2.6481, 2.7497, 5.4297, -0.7051, 0.2572, -0.0136
Si, 0.0041, 5.4909, 5.3037, -0.5583, 0.6648, -0.6989
Si, 2.63, 8.2241, 5.5087, 0.5992, -0.4637, -0.635
Si, 5.3619, -0.0408, 5.723, 0.6513, -0.0598, -0.257
Si, 8.0716, 2.7096, 5.4734, 0.3918, 0.5771, -0.5897
Si, 5.2696, 5.4381, 5.4327, 0.3206, -0.4445, -0.2083
Si, 8.0137, 8.2246, 5.4434, -0.142, 0.3978, 0.1611
Si, 1.4791, 1.2416, 6.7754, -0.4207, -0.2135, 0.3094
Si, 3.8476, 4.1429, 6.8744, -0.6539, 0.2653, -0.4029
Si, 1.3309, 6.7716, 6.7352, -0.5014, -0.3799, 0.7052
Si, 4.0896, 9.3752, 6.9459, -0.0582, -0.9142, 0.9888
Si, 6.9609, 1.3125, 6.8979, 0.0333, -0.4594, 0.1147
Si, 9.4292, 4.2141, 6.6619, -0.3012, 0.3372, 0.5185
Si, 6.7824, 6.6495, 6.7557, -0.3767, 0.1876, 0.6339
Si, 9.4265, 9.5479, 6.9126, 0.1294, 0.0639, -0.2597
Si, 2.5312, 10.6293, 8.114, 0.9999, 0.858, -0.4578
Si, 10.7742, 2.2321, 8.2645, 0.9924, 0.6736, 0.8887
Si, 2.774, 5.6266, 8.3286, -0.2011, 0.4492, -0.1037
Si, 10.4622, 7.7045, 8.0688, 0.0486, -0.8171, 0.1044
Si, 8.8761, 0.6989, 8.1081, -0.9741, -0.352, 0.4415
Si, 5.9508, 2.9128, 8.2482, -0.4305, 0.535, -0.8617
Si, 8.1632, 5.2462, 8.3063, -0.3102, 0.8046, -0.3146
Si, 5.2652, 7.5704, 8.4289, -0.2841, -0.1177, -0.5087
Si, 3.254, 10.8333, 10.8591, 1.6125, -0.1849, 0.5273
Si, 5.9479, 8.9912, 17.6937, 1.1619, 0.232, -0.2882
Si, 8.9457, 5.741, 14.135, 0.7468, -0.2667, 0.4696
Si, 1.1386, 9.645, 16.5168, 0.5439, 0.7003, 0.202
Si, 0.9894, 9.6962, 9.5367, -0.9202, -0.7599, 0.772
Si, 4.6441, 8.6445, 12.5315, -0.5575, 0.1304, -0.2297
Si, 9.2553, 1.6022, 19.95, 0.2573, -0.6432, -0.3627
Si, 0.0831, 8.1161, 14.1449, -0.4203, -0.7246, -0.2656
Si, 0.1112, 4.0509, 18.9264, -0.0706, -0.3382, -0.9917
Si, 3.8914, 9.0647, 15.3398, 0.3234, -0.1441, 0.5577
Si, 7.846, 10.5021, 17.9007, -1.4095, -0.4543, 0.1667
Si, 1.9278, 9.6128, 19.4671, 0.6999, 0.3256, 0.2593
Si, 3.7271, 3.8973, 14.9195, -0.2597, 0.4305, -0.3143
Si, 5.3371, 6.084, 18.3707, -0.1002, 0.2682, -0.4984
Si, 6.6272, 4.8712, 15.7458, 0.6845, -0.2663, 1.0037
Si, 10.6727, 0.0893, 13.1942, -0.4543, 0.6482, -0.1195
Si, 9.4551, 3.8599, 16.3864, -0.9838, 1.2321, -1.3252
Si, 9.0804, 5.4113, 11.1755, -0.6674, -0.2306, -0.2628
Si, 9.0186, 10.5907, 10.6414, 0.2615, 0.3229, -0.8879
Si, 7.1839, 8.0473, 11.0467, 1.055, -0.1649, 0.13
Si, 2.8044, 6.7749, 13.9329, 1.1673, -0.6561, 0.3753
Si, 9.8101, 0.7663, 15.9897, -0.4201, 0.2923, -0.0576
Si, 3.9123, 1.1257, 19.6795, -0.2848, 0.4397, 0.1378
Si, 1.0038, 4.0229, 10.5216, -0.4751, 0.7619, 0.3449
Si, 2.3413, 2.1439, 12.7178, -0.7327, 0.4895, -0.3779
Si, 3.1927, 3.7298, 17.9989, 0.4609, 0.4383, 0.2044
O, 1.0734, 1.187, 13.1568, 0.2204, -0.2991, -0.0623
O, 8.8459, 0.2572, 19.0836, -0.3447, 0.4186, 0.1278
O, 3.2316, 2.6864, 13.9507, 0.1124, 0.0458, 0.2616
O, 6.1209, 3.894, 21.4914, 0.5196, 1.0402, -0.0386
O, 3.0602, 10.7429, 19.0815, -0.3285, -0.17, 0.0783
O, 3.158, 3.6153, 16.3969, -0.2038, -0.2702, -0.3103
O, 3.941, 2.3907, 18.5914, 0.2388, -0.5222, 0.4539
O, 3.9895, 5.1515, 18.2761, 0.2067, -0.107, 0.6815
O, 9.9562, 2.3578, 16.2446, 0.4906, -0.7164, -0.0628
O, 3.0084, 1.7332, 20.8779, -0.2187, 0.937, 0.7709
O, 0.8008, 10.2288, 20.4755, 0.3418, -0.2451, -0.1118
O, 7.997, 2.5783, 20.2475, 0.0792, -0.0914, 0.6537
O, 4.3817, 9.6918, 11.3168, -1.1991, 0.8621, -0.44
O, 6.1622, 5.727, 19.7267, 0.1152, -0.1404, 0.0062
O, 6.5325, 4.4127, 8.2111, -0.1012, -1.0708, 0.8306
O, 9.206, 7.0352, 21.0738, 0.1954, -0.4165, 0.9805
O, 3.3289, 7.5397, 15.2787, 0.3073, 0.1558, -0.3399
O, 6.3069, 7.8991, 9.6835, -0.5242, 0.0118, -0.4744
O, 0.328, 8.5252, 15.6774, 0.3009, 0.2152, 0.6166
O, 5.1492, 9.2245, 16.3064, 0.5135, -0.514, 0.3633
O, 9.905, 4.8211, 15.1131, -0.5398, -0.0534, 0.4539
O, 5.3479, 4.1252, 15.0477, 0.2946, 0.0052, -0.0081
O, 10.0561, 4.541, 17.7194, 0.6388, -0.1625, 0.6122
O, 0.3607, 2.6978, 9.7973, -0.0893, -0.4333, -1.104
O, 9.6921, 0.4298, 14.4267, 0.3821, 0.1563, 0.0491
O, 10.3141, 10.2335, 9.6714, 0.2248, 0.2372, 0.6499
O, 3.3654, 1.2356, 11.8494, -0.2332, -0.7097, -0.4032
O, 9.7028, 0.4504, 11.9102, 1.0212, -0.243, 1.2221
O, 7.806, 3.8206, 16.2942, -0.7943, 0.521, 0.1484
O, 10.6683, 5.0614, 10.9909, 0.7156, -0.2876, -0.7155
O, 10.7137, 3.7527, 7.6206, -0.114, -1.3431, 0.1225
O, 2.0689, 4.8776, 9.5963, -0.442, -0.539, 0.2058
O, 6.1114, 8.0693, 12.2539, 0.8203, -0.21, 0.2159
O, 4.3451, 2.8908, 7.8928, 1.5853, 0.1296, 0.4538
O, 6.95, 9.1682, 21.1043, 0.2968, 0.2265, 0.592
O, 8.279, 4.6655, 9.9112, 0.7678, 1.0065, 0.1944
O, 6.1629, 10.5644, 18.2141, 1.0213, -0.1742, -0.3004
O, 8.3487, 6.9086, 11.215, 0.0317, -0.4433, -0.1301
O, 3.5706, 0.3977, 9.3654, -0.5152, -0.3695, 0.3379
O, 10.8441, 5.0251, 20.21, -0.1982, 0.1854, -0.0649
O, 3.0421, 5.2078, 14.2447, 0.081, 0.3206, -0.2125
O, 3.663, 7.3369, 12.6535, -0.0511, 0.2032, 0.2212
O, 8.3516, 0.2872, 16.5617, 0.6798, -0.1448, 0.4405
O, 2.6184, 8.3081, 20.1576, 0.3001, -0.1299, 0.7873
O, 1.7805, 3.43, 11.8354, 0.0695, -0.4213, 0.0954
O, 7.4702, 5.8762, 14.7972, -0.3013, -0.1593, -0.7447
O, 7.6759, 8.8442, 17.6937, -0.9117, 0.4869, -0.1528
O, 0.1335, 9.4599, 13.2564, -0.0606, 1.1668, -0.7344
O, 9.5319, 7.2744, 14.0278, 0.3521, -0.488, -0.1247
O, 8.9192, 4.9046, 12.7374, -0.6806, 0.7018, -0.5758
O, 4.196, 6.3411, 21.2158, 0.6957, 0.1528, 0.3152
O, 8.2036, 0.5905, 9.6609, 0.5127, -0.0488, -0.4287
O, 1.2773, 7.1248, 13.6946, -0.8437, 0.0154, -0.3407
O, 9.8588, 1.0332, 21.3378, 0.3691, -0.3189, 0.0526
O, 6.097, 5.8413, 16.9493, 0.1598, -0.6194, 0.3599
O, 1.261, 9.1886, 18.0694, -0.1419, -0.1692, -0.444
O, 1.8167, 10.0746, 10.92, -0.7516, -0.2501, -0.3717
O, 2.6674, 9.9387, 15.9055, -1.9367, 0.2867, 0.3415
O, 1.6892, 3.8593, 18.5825, -0.1486, 0.147, -0.0436
O, 10.3863, 2.5072, 19.2386, 0.1323, -0.1882, 0.2648
O, 9.2496, 6.6567, 8.448, 0.5209, 0.0592, 0.4432
O, 0.6255, 8.1116, 9.3187, -0.3271, 0.2595, -0.0906
O, 5.2092, 7.7429, 18.4307, 0.0078, -0.1673, -0.0212
O, 3.9231, 6.6554, 8.9755, 1.1342, 0.5756, -0.7306
O, 0.2782, 0.0899, 16.5395, 0.0562, -0.1969, 0.0084
O, 8.0765, 9.4142, 11.1265, -0.581, -0.8093, -0.1726
O, 4.436, 9.5189, 13.8865, -0.1132, -0.2319, -0.1967
O, 5.2634, 0.5638, 20.4103, 0.4541, -0.7632, 0.9172

Results
free energy: -41198.320 eV
free energy less fixed offsets of O -463.61, Si -117.95 eV per atom: -0.940 eV
pressure: -3.14 GPa
stress xx, yy, zz, yz, xz, xy (GPa, positive in tension): 3.95, 3.86, 1.61, -0.58, 1.24, -0.48
